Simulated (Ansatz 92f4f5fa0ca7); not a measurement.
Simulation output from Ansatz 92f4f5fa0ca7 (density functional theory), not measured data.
Periodic cell of 171 atoms, Si99O72, from a study of silicon, its oxide and their interface. The atomic structure is a simulated model.

Settings: functional r2SCAN; potential files Ansatz norm-conserving; basis plane waves; wave-function cutoff 1300 eV; density cutoff ratio 4; exchange-correlation grid ratio 1; k mesh 2 x 2 x 1, shifted by 0.5 0.5 0.5 of a step; self-consistency stop 5e-08 eV per atom in the density residual; occupations Fermi-Dirac, 0.05 eV; spin none; net charge 0.

Cell vectors (angstrom)
a, 11.5403, 0, 0
b, 0, 11.5403, 0
c, 3.5187, 0.4024, 22.8083

Atoms and the computed forces on them: element, x, y, z (angstrom), force x, y, z (eV/angstrom)
Si, 8.2529, -0.2242, 0.1771, -0.3742, 0.314, -0.5768
Si, 8.5169, 2.8404, 0.8093, -0.0254, 0.0796, -0.9418
Si, 8.5171, 5.8984, 0.4816, -0.22, -0.2402, -0.7408
Si, 0.6584, -0.3885, 0.156, 0.0247, 0.3959, -0.57
Si, 0.7734, 2.6517, 0.7668, -0.1039, -0.0913, -0.7985
Si, 0.9634, 5.6343, 0.2847, 0.1503, -0.128, -0.678
Si, 4.7172, -1.8383, 0.2171, 0.0732, -0.2325, -0.5133
Si, 4.7313, 3.5182, 0.4103, 0.0569, -0.0613, -0.9034
Si, 4.7052, 6.5489, 0.7151, 0.0081, 0.1206, -0.7919
Si, -1.2619, -0.9585, 1.4513, -0.0496, 0.1359, -0.1183
Si, -1.1186, 2.728, 2.0843, 0.1477, -0.0309, -0.2123
Si, -0.9996, 6.4067, 1.573, 0.1084, -0.1179, -0.2045
Si, 2.6769, -1.1213, 1.3921, 0.0448, -0.0424, -0.1074
Si, 2.8549, 2.795, 1.7647, 0.1304, 0.0927, -0.2366
Si, 2.6709, 6.4066, 1.8141, -0.1489, -0.0794, -0.2725
Si, 6.5189, -1.0554, 1.6389, 0.0176, -0.0144, -0.0421
Si, 6.4935, 2.8636, 1.8924, -0.2118, 0.0751, -0.2127
Si, 6.6877, 6.5031, 1.8967, 0.2034, -0.1657, -0.1845
Si, -1.1746, 0.7226, 3.1598, -0.06, -0.0691, 0.2697
Si, -1.0758, 4.7085, 3.2413, -0.0166, 0.0893, 0.3019
Si, -1.1153, 8.4988, 2.799, -0.0488, 0.024, -0.2509
Si, 2.8215, 0.778, 2.9721, 0.0214, -0.0509, -0.0929
Si, 2.7447, 4.5822, 3.2453, -0.0071, -0.079, 0.3149
Si, 2.5963, 8.5094, 2.8874, -0.0127, 0.0082, -0.0381
Si, 6.4415, 0.8455, 3.0971, -0.0297, -0.0645, 0.1501
Si, 6.5775, 4.6565, 3.3168, 0.0247, 0.115, 0.4185
Si, 6.6912, 8.5493, 3.0169, 0.1055, 0.1858, 0.0938
Si, 8.4268, 0.8418, 4.4796, 0.0269, -0.0809, -0.0603
Si, 8.5289, 4.6428, 4.6074, 0.0601, 0.0223, -0.0381
Si, 8.6039, 8.4664, 4.3535, -0.2686, 0.0213, -0.0103
Si, 0.8571, 0.8248, 4.3889, -0.1392, -0.0689, -0.0119
Si, 0.8272, 4.618, 4.59, 0.0595, 0.1286, -0.0188
Si, 0.7348, 8.5429, 4.3053, 0.2009, 0.0573, 0.0231
Si, 4.5908, 0.8384, 4.5124, 0.0342, -0.0042, -0.0417
Si, 4.6327, 4.6238, 4.6105, 0.0625, -0.0935, -0.0007
Si, 4.6201, 8.4946, 4.2205, -0.0062, 0.0525, -0.1558
Si, 8.5816, -1.1468, 5.6845, 0.0193, 0.0869, 0.0459
Si, 8.5146, 2.7229, 5.9902, -0.0852, 0.0309, -0.0866
Si, 8.4361, 6.5998, 5.8505, 0.1563, -0.021, 0.1192
Si, 0.8929, -1.0975, 5.7119, -0.0332, -0.0387, 0.0199
Si, 0.759, 2.6879, 5.9405, 0.055, 0.0419, -0.1191
Si, 0.7929, 6.6461, 5.7466, -0.1301, -0.1762, 0.0034
Si, 4.6148, -1.1808, 5.6442, 0.0151, 0.0218, 0.0818
Si, 4.6283, 2.7174, 6.0012, -0.0137, 0.095, -0.0065
Si, 4.6395, 6.6515, 5.7202, -0.0536, -0.0497, 0.1329
Si, -1.0205, -1.0549, 7.0488, -0.022, 0.2392, -0.3384
Si, -1.1272, 2.7463, 7.4243, 0.0554, -0.007, 0.2303
Si, -1.1295, 6.576, 7.118, 0.0061, -0.0764, -0.2646
Si, 2.7977, -1.0965, 7.1336, 0.0914, 0.1631, 0.0296
Si, 2.6608, 2.7759, 7.3272, -0.0805, 0.007, 0.1669
Si, 2.7387, 6.7281, 7.0672, 0.0581, 0.0995, -0.1028
Si, 6.5842, -1.2142, 6.8745, -0.099, -0.1403, -0.3989
Si, 6.5865, 2.7149, 7.3807, -0.0219, 0.1363, 0.1288
Si, 6.4455, 6.5089, 7.2213, -0.1399, -0.24, -0.0878
Si, 10.5862, 0.6805, 8.6419, -0.0771, -0.0532, 0.09
Si, -1.2768, 4.8528, 8.7278, 0.0142, 0.1216, 0.1131
Si, -1.0055, 8.5494, 8.294, 0.0172, -0.1124, 0.2609
Si, 2.8488, 0.7897, 8.6432, 0.0873, -0.2129, 0.1468
Si, 2.5546, 4.9042, 8.465, -0.2184, -0.2569, 0.1381
Si, 2.7973, 8.5497, 8.5119, 0.2677, 0.0532, 0.2325
Si, 6.6753, 0.5459, 8.3313, 0.034, -0.0826, 0.0734
Si, 6.3243, 4.647, 8.895, 0.073, -0.0382, 0.2184
Si, 6.5413, 8.5337, 8.3085, -0.1696, 0.127, 0.3417
Si, 8.5765, -0.0131, 9.6181, 0.2451, -0.2904, 0.8659
Si, 8.3163, 5.4245, 10.1233, 0.1142, 0.3492, 0.5847
Si, 8.5425, 8.5015, 9.4347, 0.0149, 0.1373, 0.9799
Si, 0.9768, 0.2993, 10.0299, -0.0504, -0.3259, 0.0933
Si, 0.7027, 5.4415, 9.8967, -0.0623, 0.2504, 0.147
Si, 0.8335, 8.6211, 9.7385, -0.0932, 0.152, 0.423
Si, 4.9029, 0.3672, 9.8425, 0.1086, -0.0092, 0.4158
Si, 4.0231, 4.4588, 10.2143, -0.2997, 0.3442, -0.0584
Si, 4.7679, 8.8467, 9.8157, 0.0158, -0.0919, 0.6293
Si, 1.0337, 6.9907, 20.4684, -0.0658, -0.0199, -0.4462
Si, 8.1681, 0.8238, 14.4686, 0.2695, 0.0077, 0.5307
Si, 6.9639, 12.2564, 11.8693, 0.0437, 0.1721, 0.4483
Si, 15.06, 6.5292, 17.6083, -0.0296, -0.0343, -0.3507
Si, 7.7758, 7.6196, 17.6728, 0.1077, -0.2643, -0.0076
Si, 4.3781, 2.6088, 15.9793, 0.1743, 0.0096, 0.1434
Si, 2.2295, 3.9641, 14.4768, 0.0533, 0.1431, 0.2929
Si, 1.7036, 2.9982, 11.5745, -0.0891, -0.0586, 0.0094
Si, 13.0232, 9.5559, 15.6583, -0.1656, 0.0455, 0.004
Si, 10.1648, 10.3283, 15.0459, 0.0268, -0.0337, 0.1679
Si, 8.1578, 7.9023, 14.5923, 0.1005, -0.0385, 0.248
Si, 11.3394, 4.3806, 19.1234, -0.1203, -0.1159, -0.3266
Si, 15.6014, -1.3878, 20.0692, 0.0675, 0.0145, -0.4849
Si, 9.094, 2.9057, 20.3936, 0.1105, 0.2016, -0.4558
Si, 8.5916, 4.7565, 18.1111, 0.0142, 0.1812, -0.1379
Si, 6.1463, 10.0623, 18.0028, 0.0521, -0.0484, -0.1802
Si, 7.5959, 5.3995, 13.0511, 0.1559, 0.1419, 0.5642
Si, 7.3764, 3.4407, 15.5686, 0.1458, -0.0499, 0.3125
Si, 13.3398, 9.0518, 18.5197, -0.0999, 0.0838, -0.3314
Si, 4.7869, 6.7206, 12.1919, 0.0288, 0.2875, 0.1974
Si, 4.2717, -0.5644, 15.5711, -0.1236, -0.045, 0.1015
Si, 9.142, 10.162, 17.9559, 0.0227, -0.0927, -0.2185
Si, 6.3954, -1.3557, 13.8206, -0.0675, -0.224, 0.4192
Si, 15.7028, 7.0056, 20.3185, -0.0086, -0.0653, -0.3051
Si, 13.5884, 3.7774, 17.2999, -0.1762, -0.0461, 0.2266
Si, 9.7503, -0.1388, 20.6521, 0.0518, -0.0674, -0.435
Si, 3.057, 6.9274, 14.7353, -0.0601, 0.0008, 0.4644
O, 9.6328, 11.6519, 14.2241, -0.344, -0.0462, 0.0746
O, 7.6338, -0.6524, -1.3186, 0.1577, 0.1401, 0.4382
O, 16.0921, 6.3047, 18.865, -0.2861, 0.2656, 0.3436
O, 8.5552, 4.292, -0.0413, -0.0472, 0.2192, 0.6846
O, 8.3429, 6.7913, -0.9049, 0.1648, -0.3067, 0.4065
O, 12.9035, 3.5999, 15.8205, 0.4666, 0.1255, -0.079
O, 0.716, 1.2628, -0.161, 0.0919, -0.4249, 0.738
O, 0.6565, 4.0399, -0.1266, 0.234, 0.5014, 0.5974
O, 0.4127, -1.0124, -1.3454, 0.0952, 0.0571, 0.479
O, 11.7547, 10.0952, 14.7961, -0.0396, -0.0096, 0.129
O, 14.9677, 2.8805, 17.3003, -0.1306, 0.1691, -0.3535
O, 9.9679, -0.9413, 19.2605, -0.1433, 0.1547, 0.4228
O, 10.5826, 3.5766, 20.3109, -0.1872, -0.0032, 0.0664
O, 8.2319, 2.0413, 15.5335, -0.236, -0.0823, -0.32
O, 15.9043, 8.5968, 20.3135, -0.1142, -0.0374, 0.0324
O, 4.7537, 5.1071, -0.1674, -0.0721, -0.2531, 0.8205
O, 4.8662, 2.6448, -0.9744, 0.0028, 0.2059, 0.3391
O, 1.0903, 1.5083, 11.1917, 0.134, 0.1213, -0.0402
O, 8.4286, 7.0992, 10.3541, -0.0267, -0.4098, -0.4832
O, 8.1876, 3.6443, 19.237, 0.345, -0.0904, 0.2603
O, 6.7426, -0.8386, 12.3316, 0.0411, 0.3177, -0.0442
O, 8.5076, 6.6005, 13.6979, -0.3569, -0.2271, -0.241
O, 4.8221, -1.1493, 14.1575, 0.2846, 0.0618, -0.0168
O, 0.7483, 7.0568, 10.4837, 0.068, -0.1777, -0.5278
O, 1.6809, 3.1661, 13.1935, 0.1014, -0.0345, -0.5134
O, 0.8037, 4.2632, 11.0507, 0.1767, -0.0077, 0.0384
O, 7.2197, -0.4382, 14.9158, -0.0282, 0.09, -0.3881
O, 0.8774, 10.1944, 10.5176, 0.0295, -0.123, -0.5189
O, 3.9117, 5.5966, 11.4048, 0.1971, -0.3535, -0.2217
O, 15.5746, 6.6628, 16.054, -0.2999, 0.0235, 0.0111
O, 7.9268, 6.2097, 18.4549, 0.061, -0.0944, -0.1047
O, 9.0721, 8.5355, 18.0094, -0.2636, 0.2906, -0.0771
O, 14.2202, -1.2809, 19.1819, 0.1878, -0.2102, 0.2229
O, 8.2844, 0.9023, 10.9542, -0.2884, -0.2134, -0.2805
O, 4.6002, -1.1615, 10.408, 0.2462, 0.1968, -0.55
O, 0.83, 8.3639, 19.617, 0.2459, -0.165, 0.1518
O, 12.4989, 9.5018, 17.2098, 0.3245, -0.0943, 0.0571
O, 5.8913, 3.1382, 16.1555, -0.0527, -0.0583, -0.2077
O, 0.4225, 5.7399, 19.6791, 0.0573, 0.1458, 0.2472
O, 7.7601, 7.3721, 16.0722, 0.0744, 0.1834, -0.0793
O, 14.1501, 6.6707, 20.6656, 0.045, 0.1031, 0.0131
O, 5.5803, 12.7518, 11.1475, -0.1553, -0.3348, -0.3306
O, 14.369, 7.9403, 17.9491, -0.085, 0.0309, 0.1712
O, 2.7005, -0.9229, 15.6324, 0.1388, -0.1157, 0.0094
O, 5.152, -1.2597, 16.7403, 0.0285, 0.049, 0.0443
O, 6.4347, 8.4445, 18.1187, 0.134, 0.289, -0.0493
O, 7.613, 10.7683, 17.9189, -0.0032, -0.2909, 0.0515
O, 3.2015, 3.1388, 10.8757, 0.2401, 0.3164, 0.1243
O, 12.4813, 3.4207, 18.4361, -0.0172, 0.3462, -0.0166
O, 9.2952, 1.3314, 20.1409, 0.0689, -0.1164, 0.3216
O, 4.7212, 8.034, -0.1085, -0.1029, 0.2759, 0.7563
O, 7.4087, 13.0646, 13.2074, -0.1807, -0.2774, -0.2722
O, 3.9781, 7.3126, 13.4712, 0.1658, -0.2471, -0.3804
O, 2.2213, 5.5857, 14.3393, 0.1811, -0.1646, -0.0663
O, 6.845, 8.643, 13.9788, 0.0278, 0.2556, -0.0861
O, 8.0983, 4.3808, 16.6394, -0.0952, -0.0868, 0.047
O, 9.8903, 10.6561, 16.6135, -0.0918, -0.1428, -0.0402
O, 6.1474, 6.0095, 12.6697, -0.0411, 0.0156, -0.1307
O, 3.7591, 3.4555, 14.739, -0.3068, 0.0274, -0.0014
O, 4.4126, 1.0362, 15.6504, -0.002, -0.0163, 0.0049
O, 13.9787, 5.3285, 17.5774, 0.1624, -0.0466, -0.0501
O, 5.0078, -1.1465, -1.2558, 0.0559, -0.14, 0.3338
O, 7.388, 4.2144, 14.1458, 0.0042, 0.1783, -0.2505
O, 8.6543, 9.9612, 10.2626, -0.2752, 0.2385, -0.8621
O, 10.217, 4.8225, 18.0223, 0.0016, -0.1633, 0.4136
O, 13.5349, 8.118, 15.0791, 0.1789, 0.0107, 0.0018
O, 8.3053, 4.8392, 11.692, -0.0767, 0.2619, -0.6197
O, 9.4046, 8.9482, 14.6131, -0.1661, 0.0677, 0.0313
O, 5.3621, -0.8332, 19.2661, -0.2434, -0.223, 0.1113
O, 8.4689, 1.4226, -0.0814, -0.0852, -0.3396, 0.5455
O, 1.4981, 6.1327, -1.2065, -0.2543, -0.0655, 0.4357
O, 5.0564, 7.9358, 11.1558, -0.1784, -0.0699, -0.2145

Results
free energy: -45075.259 eV
free energy less fixed offsets of O -463.61, Si -117.95 eV per atom: -18.289 eV
pressure: -2.23 GPa
stress xx, yy, zz, yz, xz, xy (GPa, positive in tension): 1.22, 3.95, 1.54, 0.09, 0, 0.01
